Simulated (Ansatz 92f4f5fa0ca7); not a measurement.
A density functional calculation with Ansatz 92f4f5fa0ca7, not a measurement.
Periodic cell of 273 atoms, Si162O105P6, from a study of silicon, its oxide and their interface. The atomic structure is a simulated model.
Doubt: the cutoff is far below the 930 eV that the study's wrapper takes by default for these files, so forces and energies are approximate.
This geometry differs little from another in the collection (a relaxation step or a small displacement).

Settings
functional: PBE
potential files: Ansatz PAW
basis: plane waves
wave-function cutoff: 580 eV
density cutoff ratio: 5
exchange-correlation grid ratio: 1
k mesh: 1 x 1 x 1, Gamma-centred
self-consistency stop: 5e-08 eV per atom in the density residual
occupations: fixed
spin: none
net charge: 0

Cell vectors (angstrom)
a  11.6015  0  0
b  0  13.3963  0
c  0  0  30.8407

Atoms and the computed forces on them: element, x, y, z (angstrom), force x, y, z (eV/angstrom)
P  11.6005  -0.1013  24.0609  0.0085  -0.006  0.0639
Si  3.6953  -0.173  24.1098  -0.0658  0.0472  0.0318
Si  7.8356  -0.0997  23.9716  -0.0198  0.0231  0.0172
Si  1.9684  3.1152  24.3084  0.0739  -0.0447  0.0127
Si  5.9537  3.3993  24.1889  0.0338  -0.0261  0.0262
Si  9.9097  3.278  24.0837  -0.0411  -0.0513  0.0085
P  11.6227  6.5967  24.0208  -0.0354  -0.0119  0.0503
Si  3.99  6.5774  24.0354  -0.0142  0.0606  0.0125
P  7.8219  6.6141  24.0413  0.0068  0.029  0.0424
Si  1.858  9.8726  24.1123  0.0133  0.0302  0.0402
Si  5.8448  10.0291  24.0857  -0.043  0.0238  0.0355
Si  9.7209  9.7867  24.1464  -0.0183  -0.0455  0.0278
Si  11.6455  1.9915  25.0893  -0.0781  0.0512  -0.0852
Si  4.0079  2.1328  24.9043  -0.0209  0.0032  -0.0116
Si  7.8809  2.1611  24.7789  0.0505  0.0442  -0.011
Si  1.9161  5.4832  24.8289  0.0303  0.0028  -0.0925
Si  5.962  5.6067  25.0315  -0.0438  -0.0211  -0.133
Si  9.7408  5.5634  24.9201  0.0631  -0.0767  -0.1094
Si  11.6276  8.6739  24.9957  0.0388  0.0263  -0.0801
Si  3.8914  8.8591  24.8103  0.012  -0.0358  -0.0181
Si  7.7326  8.7612  24.9178  -0.0211  0.0289  -0.097
Si  1.7803  12.1557  24.9986  0.0417  -0.0477  -0.1517
Si  5.8114  12.2633  24.8385  0.0449  -0.0535  0.0013
Si  9.7528  12.1426  24.8547  -0.0321  0.0156  -0.1269
Si  11.6119  2.1586  27.3955  0.0161  -0.0487  0.1031
Si  3.9269  2.1615  27.2813  0.0175  -0.0184  0.0102
Si  7.7892  2.185  27.2044  -0.0248  -0.0171  0.0178
Si  1.9754  5.5123  27.2149  -0.0377  0.0303  0.1283
Si  5.831  5.5591  27.348  0.0448  0.0266  0.1451
Si  9.6986  5.5226  27.2739  -0.0127  0.0633  0.128
Si  11.6132  8.8516  27.3309  -0.0193  -0.0314  0.1112
Si  3.8777  8.8786  27.2245  -0.0068  -0.0043  0.0292
Si  7.7264  8.8939  27.276  0.0047  -0.0491  0.1204
Si  1.9061  12.1914  27.3285  -0.0318  0.0413  0.1419
Si  5.8006  12.2659  27.2376  -0.0216  0.0259  0.015
Si  9.6544  12.1991  27.2334  0.0369  0.0173  0.1469
Si  1.9739  1.0501  28.0882  -0.0038  0.0064  -0.0188
Si  5.8568  1.083  28.0703  0.0151  0.0152  0.0074
Si  9.6648  1.0381  28.0853  -0.0073  0.0278  -0.0281
Si  11.6387  4.4266  28.0777  0.0153  0.0065  -0.0699
Si  3.8925  4.4149  28.0634  -0.0065  -0.0372  -0.0364
Si  7.7625  4.4146  28.0707  -0.0054  -0.0253  -0.0326
Si  1.9606  7.7419  28.0689  0.001  0.0056  -0.0334
Si  5.8022  7.7955  28.0907  -0.0046  0.0088  -0.0173
Si  9.6578  7.7621  28.0841  0.0092  -0.0086  -0.0493
Si  11.5734  11.095  28.0947  0.0003  0.0167  -0.0373
Si  3.8799  11.1165  28.0538  0.0314  -0.0311  -0.0289
Si  7.7154  11.1294  28.0606  -0.0148  -0.0015  -0.0611
Si  1.9336  1.1164  30.4458  0.1253  -0.1046  0.104
Si  5.8008  1.1164  30.4458  0.1526  -0.0903  -0.1337
Si  9.6679  1.1164  30.4458  -0.1119  -0.2111  0.054
Si  0  4.4654  30.4458  0.0908  0.0271  -0.0194
Si  3.8672  4.4654  30.4458  -0.0097  -0.0999  -0.1397
Si  7.7343  4.4654  30.4458  0.0864  -0.1894  -0.043
Si  1.9336  7.8145  30.4458  0.1297  -0.0937  -0.0756
Si  5.8008  7.8145  30.4458  -0.0538  0.035  0.14
Si  9.6679  7.8145  30.4458  -0.0418  -0.0923  0.06
Si  0  11.1635  30.4458  -0.1049  -0.0884  0.1603
Si  3.8672  11.1635  30.4458  0.0684  -0.0961  -0.122
Si  7.7343  11.1635  30.4458  -0.0325  -0.038  -0.114
Si  0  0  0.3944  -0.1046  0.1176  -0.3201
Si  3.8672  0  0.3944  0.1442  0.1625  -0.1488
Si  7.7343  0  0.3944  -0.101  0.1655  0.056
Si  1.9336  3.3491  0.3944  0.0944  0.1248  -0.1361
Si  5.8008  3.3491  0.3944  -0.0608  0.0933  0.0489
Si  9.6679  3.3491  0.3944  -0.1686  0.2151  -0.0344
Si  0  6.6981  0.3944  -0.098  -0.1383  -0.0406
Si  3.8672  6.6981  0.3944  -0.0025  0.0893  0.0932
Si  7.7343  6.6981  0.3944  0.0198  0.1305  0.2959
Si  1.9336  10.0472  0.3944  0.0403  -0.0954  -0.31
Si  5.8008  10.0472  0.3944  0.0613  0.0787  0.2535
Si  9.6679  10.0472  0.3944  -0.0904  0.0796  0.0575
Si  11.5834  0.0722  2.7269  0.0106  -0.0261  0.0254
Si  3.9018  0.0525  2.7469  -0.0093  -0.0159  0.0547
Si  7.7043  0.0652  2.7593  0.0034  0.0065  0.0378
Si  1.9459  3.4091  2.7429  -0.0282  0.0224  0.0598
Si  5.771  3.4016  2.7714  -0.0004  0.0003  0.0516
Si  9.6241  3.4288  2.7629  0.0267  0.0159  0.0553
Si  11.5664  6.6902  2.7607  0.0004  0.0208  0.0455
Si  3.8642  6.7423  2.7734  0.0241  0.0005  0.0312
Si  7.72  6.761  2.8143  -0.0039  0.0231  0.0382
Si  1.931  10.0489  2.7312  0.0045  -0.0134  0.0063
Si  5.8108  10.1034  2.7959  -0.0038  -0.0261  0.0306
Si  9.6412  10.1009  2.7688  0.0006  -0.0022  0.0104
Si  11.5841  2.3318  3.4448  0.0105  0.0296  -0.0924
Si  3.843  2.2736  3.5998  0.0335  0.015  -0.1318
Si  7.7012  2.3047  3.5845  -0.0571  -0.0197  -0.0971
Si  1.9279  5.636  3.5815  -0.0106  -0.0453  -0.1463
Si  5.7856  5.6375  3.6035  -0.0452  -0.0279  -0.1137
Si  9.6271  5.6418  3.6721  0.0316  -0.0263  -0.0836
Si  11.5771  8.9321  3.4608  0.0004  -0.0022  -0.0145
Si  3.8738  8.9797  3.5711  -0.0146  0.0107  -0.0233
Si  7.7332  9.0036  3.6646  0.0132  0.0152  -0.026
Si  1.9374  12.3148  3.3593  -0.0022  0.0014  -0.0208
Si  5.8079  12.3312  3.6257  0.0062  0.0443  -0.1012
Si  9.6454  12.3681  3.5139  -0.0157  0.0003  -0.0103
Si  11.5839  2.51  5.7551  -0.0089  -0.0169  0.0627
Si  3.882  2.3502  5.9789  -0.032  -0.0365  0.1048
Si  7.5782  2.3089  5.9626  0.0485  0.0391  0.0625
Si  1.9333  5.5753  5.9421  -0.0003  0.0348  0.1193
Si  5.6662  5.6425  5.9755  0.0786  0.0086  0.0923
Si  9.6884  5.6291  6.0995  -0.0548  0.0024  0.0563
Si  11.6061  8.9462  5.7918  0.0185  -0.0032  0.0086
Si  3.8601  9.0594  5.951  0.0025  -0.0211  0.0183
Si  7.7557  9.086  6.0921  -0.0226  -0.0129  0.0074
Si  1.9293  12.387  5.6539  0.0347  0.0154  0.0038
Si  5.8011  12.5082  6.0161  -0.0061  -0.0186  0.0549
Si  9.6807  12.4812  5.868  0.0173  0.0491  -0.0002
Si  1.8148  1.187  6.5031  -0.0306  -0.0171  -0.0169
P  5.7379  1.2586  6.8911  0  0.017  -0.0337
Si  9.6696  1.3948  6.6182  -0.011  -0.0479  -0.017
P  11.6388  4.5357  6.8346  0.0253  0.0084  -0.0363
P  3.814  4.5084  6.8593  -0.03  0.0001  -0.0287
Si  7.592  4.523  6.8965  -0.0227  0.0112  0.0014
Si  1.9243  7.8823  6.7152  0.0081  0.0259  -0.0096
Si  5.7732  7.9208  6.7737  0.0007  0.0372  -0.0167
Si  9.7375  7.9469  6.8595  0.0016  0.0253  0.0048
Si  11.608  11.2319  6.3903  -0.0304  -0.0293  -0.0022
Si  3.8049  11.3611  6.6369  -0.0354  -0.0252  -0.0054
Si  7.7972  11.445  6.8642  0.013  -0.0238  0.0129
O  1.3109  0.6936  8.006  0.0377  0.0317  -0.0256
O  3.486  11.4962  8.278  0.015  0.0226  -0.0138
O  7.3244  4.4635  8.5669  0.0033  -0.0188  0.0069
O  9.9886  8.177  8.5226  0.0014  -0.0066  -0.01
O  5.738  7.9248  8.4511  -0.0036  -0.0084  0.0191
O  1.7884  7.9742  8.3713  -0.0012  -0.0187  0.0066
O  9.8291  1.7548  8.231  0.0018  0.0102  0.0278
O  -0.0357  11.0664  8.0208  0.0042  0.0076  0.0154
O  7.9993  11.7309  8.5018  -0.0028  0.0048  -0.0088
O  5.8762  10.3469  22.4404  0.0127  -0.0083  -0.0077
O  3.1359  12.9327  22.5375  0.0051  -0.0022  0.0388
O  5.9999  3.8056  22.5749  -0.0086  0.0185  -0.0035
O  1.9249  2.5971  22.743  -0.0056  0.0028  0.0036
O  10.2936  3.2693  22.4511  0.0165  0.0222  -0.0053
O  7.9304  -0.1641  22.2899  0.0187  -0.021  0.0262
O  1.6619  9.6966  22.4611  -0.0195  0.0059  -0.011
O  4.2724  6.4636  22.3898  0.001  -0.0258  0.0089
O  9.704  9.4633  22.5199  0.0074  0.0153  0.0072
Si  3.0672  9.7174  14.1688  -0.0017  0.0016  -0.0003
Si  10.709  7.0705  19.1148  0.002  -0.0103  -0.0201
Si  5.4158  12.9337  16.68  0.0004  -0.0016  -0.0004
Si  7.3563  5.336  9.9556  0.0113  0.0022  -0.0161
Si  8.9988  8.0593  9.8301  -0.0056  0.0021  0.0074
Si  8.7865  4.682  19.4114  0.01  -0.0164  -0.0026
Si  2.0543  2.4766  21.1494  -0.0196  0.0151  -0.0028
Si  11.3772  9.8857  19.0237  0.0067  -0.001  -0.0072
Si  3.5393  0.0908  11.3071  -0.0056  -0.0109  0.0187
Si  5.2405  2.3982  15.5402  0.0022  0.002  0.0025
Si  10.7732  12.1371  16.9717  -0.0007  0.0001  -0.0027
Si  8.0928  3.0373  16.8985  0.0011  0.0036  0.0034
Si  4.1881  6.997  20.8424  -0.0008  -0.009  0.0061
Si  6.0492  1.4067  12.64  0.0028  0.0003  0.0138
Si  6.6988  8.734  19.7534  -0.0162  0.0099  -0.0101
Si  11.5846  11.0271  9.622  0.0028  -0.0119  0.0013
Si  8.2227  0.7583  20.9692  0.0017  0.0192  -0.0059
Si  3.9753  4.1831  19.6791  0.0085  0.0064  0.0025
Si  8.436  3.2107  11.791  0.0011  0.0082  0.0079
Si  0.1838  6.3212  14.2752  -0.0017  0.0026  0.0013
Si  3.1258  8.829  17.0586  -0.0003  0.0015  -0.003
Si  8.7012  11.9658  9.9563  0.011  -0.0049  0.0072
Si  4.0135  10.8595  9.684  0.0035  -0.0183  0.0124
Si  10.0444  1.4328  9.8065  -0.0054  0.0001  0.0067
Si  5.4516  6.7374  11.752  0.0063  0.009  0.0047
Si  1.4614  0.5596  16.4622  0.0037  0.002  0.0002
Si  5.8884  10.6554  14.7724  0.0005  0.0017  -0.0004
Si  1.7014  12.5909  13.6854  -0.0017  -0.0006  0.004
Si  8.1864  0.0893  17.9939  -0.0038  -0.0002  0.001
Si  1.2774  6.3108  17.1944  0.0024  0.0004  -0.0017
Si  6.1916  8.8905  9.7007  0.0071  -0.0176  -0.0029
Si  1.8207  8.6225  9.8625  -0.0055  0  -0.0047
Si  7.4552  6.9134  14.2252  0.0007  0.0017  -0.0037
Si  6.2723  8.4489  16.7185  -0.0013  0  0.0008
Si  2.3102  9.3951  20.9925  0.0081  -0.0029  0.0123
Si  1.2466  0.4371  9.5963  -0.0017  -0.0146  0.0159
Si  9.4252  4.3627  14.4718  -0.0028  0.0004  0.002
Si  7.6933  12.1315  12.7962  0.0017  -0.0019  0.0094
Si  9.7949  8.4533  12.9129  -0.0023  -0.0016  -0.0067
Si  2.8028  3.4633  16.8726  0.0056  0.0025  0.0032
Si  10.4618  11.4733  13.8576  -0.0034  -0.0051  -0.0007
Si  9.6119  8.9653  20.9917  0.0008  0.0072  -0.0141
Si  3.1246  11.8478  18.2212  0.0055  -0.0024  -0.0018
Si  5.2108  10.8593  21.0393  0.0018  -0.015  0.0071
Si  3.481  -0.281  20.9404  0.0078  0.0022  -0.0273
Si  6.6258  3.559  21.1013  -0.0122  -0.0037  0.0079
Si  10.5679  2.6275  20.9631  -0.0046  0.0157  0.0396
Si  2.4352  7.2015  12.4022  -0.0022  0.002  0.0008
O  10.0216  3.7022  19.8565  -0.0136  0.0144  -0.0111
O  6.6275  2.9876  16.1742  -0.0021  0.0004  -0.0007
O  9.8  1.1856  20.8717  -0.0017  -0.0063  0.0058
O  4.8381  1.0204  16.33  0.0007  0.0007  0
O  3.7042  10.2406  20.9268  -0.0037  0.0074  0.0064
O  11.523  0.1978  16.8812  -0.0021  -0.0015  0.0029
O  5.8681  5.672  10.5662  -0.0114  -0.0008  -0.0078
O  1.8481  2.1128  16.8272  -0.0013  -0.0038  0.0028
O  7.6879  4.7294  20.6431  0.0024  0.0079  0.0127
O  9.1754  13.5059  10.1169  0.0014  0.0026  -0.0113
O  3.9435  3.3917  15.6907  -0.0007  -0.0013  -0.0033
O  2.4935  11.2193  14.034  -0.0009  0.0016  -0.0069
O  0.5292  2.3149  20.591  0.0105  -0.0079  0.0054
O  2.7163  3.8716  20.6584  0.0002  -0.0079  -0.0042
O  2.5333  9.1344  15.5832  -0.0004  0.0054  -0.0001
O  8.5605  1.6084  17.5322  -0.0011  -0.0008  0.0023
O  4.6835  12.265  17.9683  0.0011  0.0014  0.0008
O  2.2985  7.5314  17.6056  -0.0015  0.0005  0.0016
O  7.9867  4.1016  18.1206  -0.0003  -0.0018  -0.0031
O  6.9758  10.922  13.6078  -0.0015  -0.0015  -0.0019
O  8.3567  8.1415  13.6279  -0.0029  -0.001  0.0009
O  1.7462  7.3921  10.9299  0.0044  -0.0089  0.0013
O  3.0952  1.2922  20.6661  0.0019  -0.0103  0.0086
O  10.5862  11.4654  15.4903  -0.0026  0.0008  0.0061
O  8.1476  4.6868  11.2102  0.0057  -0.0105  0.0009
O  1.1665  9.7281  19.8805  -0.0122  0.0021  -0.0004
O  6.8718  13.4896  13.1079  -0.0036  0.0017  -0.0062
O  10.597  7.6517  20.674  -0.0015  -0.0015  0.0249
O  2.5184  13.3776  12.5474  -0.0031  0.0009  -0.0084
O  6.3139  6.5462  13.123  0.0016  0.0005  0.0041
O  2.7123  0.872  10.1445  -0.0039  0.0015  -0.0175
O  5.7252  8.225  11.1164  -0.0032  -0.009  0.0024
O  6.9847  8.3359  18.187  0.0015  -0.0009  -0.0002
O  5.544  7.8191  20.4602  0.0092  0.0059  0.0089
O  2.5431  8.7167  13.0105  0.0011  0.0035  0.0015
O  10.2558  9.9725  13.2592  0  0.0047  0.0009
O  1.9537  4.8599  16.8169  -0.0013  -0.0009  0.0025
O  4.7012  9.7347  14.1314  0.0008  -0.0013  0
O  9.2566  3.5297  15.8627  -0.0008  0  0.0015
O  5.4662  2.1648  13.9501  0.0014  -0.002  -0.0064
O  7.6921  11.7151  11.2157  -0.0016  0.0017  -0.0011
O  5.2178  12.032  15.3337  0.0004  -0.0006  -0.0004
O  11.6242  1.3255  10.1856  -0.0014  -0.0021  -0.0097
O  3.8998  6.5262  12.1794  -0.0042  -0.003  -0.0035
O  2.798  7.855  20.7483  -0.0053  0.0019  0.0007
O  4.6714  8.3342  16.991  0.0018  -0.0002  0.0019
O  5.0269  12.501  20.8876  -0.0047  0.0028  0.0069
O  2.9991  10.2278  17.9311  0.0013  -0.0016  -0.0003
O  9.3681  12.425  17.7033  0.0049  0.0022  0.0029
O  0.9338  12.285  10.0598  0.0028  0.0154  -0.0095
O  10.9078  7.4712  13.5502  0.0038  -0.005  0.0009
O  9.076  3.3174  13.2748  0.0001  0.0003  -0.0007
O  1.5708  6.2222  13.3945  -0.0017  -0.0017  -0.0004
O  6.9785  12.9976  17.0438  0.0004  -0.0003  0.0003
O  6.7852  7.2996  15.6728  -0.0023  0.0006  0.002
O  0.4663  6.7328  15.8344  -0.0018  -0.0009  0.0011
O  7.0413  2.3787  11.8043  -0.0056  -0.0043  -0.0107
O  10.9073  8.4812  18.2612  0.001  0.0014  0.0041
O  10.0521  11.0682  10.1684  -0.0082  0.0005  -0.008
O  8.3863  5.6116  14.4792  0.0011  -0.0022  0.0001
O  0.3222  6.1239  18.5324  0.0001  0.0036  0.006
O  2.6721  12.3203  19.7363  0.001  0.0037  0.012
O  6.1657  10.2892  19.8418  0.0084  -0.0057  0.0009
O  7.8042  9.1721  9.7055  -0.003  -0.0007  -0.0058
O  7.8162  13.4003  19.5845  -0.0022  -0.0016  0.0013
O  6.6089  9.8905  16.0237  0.0018  -0.001  0.0021
O  0.5773  9.625  10.1672  0.0003  0.0042  -0.0054
O  11.577  11.055  17.9111  -0.0032  0.0032  0.0049
O  4.1221  5.8012  19.7351  -0.0032  -0.0062  -0.0007
O  7.3554  2.1189  21.1124  0.003  -0.0099  -0.001
O  4.837  0.9852  11.6527  -0.0019  0.0037  -0.0102
O  2.3224  12.7785  17.1752  -0.0015  0.0035  -0.0017
O  8.236  6.6479  9.6161  -0.002  -0.0072  -0.0006
O  10.9585  4.9045  14.2796  0.0002  -0.0016  -0.0035
O  9.1957  12.3769  13.3764  -0.0004  0.0002  -0.0022
O  1.6425  0.3019  14.8725  0.0023  -0.0013  -0.0028
O  10.1586  10.2168  20.0696  -0.0039  -0.0011  0.0119
O  3.9837  11.9838  10.8507  -0.0033  0.0142  -0.0043
O  8.0824  8.5723  20.5907  0.0132  -0.0031  0.0167
O  9.5107  2.598  10.7654  0.002  -0.0003  -0.0074
O  0.195  12.1649  13.2228  0.0067  0.003  0.0019
O  9.7137  8.1852  11.2895  0.0026  0.0009  0.0064
O  5.5521  10.3691  9.5027  -0.0101  0.0099  -0.0079
O  5.3799  3.4814  20.076  -0.0035  0.0062  0.0028
O  9.3575  6.151  18.9746  0.0037  0.0051  0.0058
O  3.6518  3.5196  18.2472  -0.002  -0.0007  -0.0044
O  3.1739  9.5165  10.0656  0.0012  0.0089  -0.0038

Results
free energy: -167238.562 eV
free energy less fixed offsets of O -568.88, P -755.39, Si -635.61 eV per atom: -5.002 eV

The program warned: the cutoff lies below the one the program advises for these potential files; the forces do not sum to zero within the program's tolerance; the exchange-correlation potential is rough where the density is thin.
